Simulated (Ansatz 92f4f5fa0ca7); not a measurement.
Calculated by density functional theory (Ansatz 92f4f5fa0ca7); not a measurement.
Periodic cell of 276 atoms, Si168O108, from a study of silicon, its oxide and their interface. The atomic structure is a simulated model.

Settings: functional PBE; potential files Ansatz PAW; basis plane waves; wave-function cutoff 700 eV; density cutoff ratio 5; exchange-correlation grid ratio 1; k mesh 2 x 2 x 1, shifted by 0.5 0.5 0.5 of a step; self-consistency stop 5e-08 eV per atom in the density residual; occupations fixed; spin none; net charge 0.

Cell vectors (angstrom)
a, 11.6015, 0, 0
b, 0, 13.3963, 0
c, 0, 0, 30.6099

Atoms and the computed forces on them: element, x, y, z (angstrom), force x, y, z (eV/angstrom)
Si, 11.5783, -0.1054, 24.0229, 0.0202, -0.0269, -0.0712
Si, 3.8651, -0.0877, 23.8652, 0.0047, 0.006, -0.0708
Si, 7.6652, -0.1785, 23.596, -0.0075, -0.0092, -0.069
Si, 1.769, 3.3226, 23.823, -0.0254, -0.002, -0.0754
Si, 5.7239, 3.268, 23.8491, 0.0414, -0.0151, -0.0568
Si, 9.5087, 3.2566, 24.0346, -0.0116, 0.0158, -0.0615
Si, 11.4451, 6.5283, 24.0816, -0.0167, -0.0021, -0.0438
Si, 3.6846, 6.6237, 23.972, -0.0486, -0.0233, -0.0507
Si, 7.7381, 6.5967, 23.9675, 0.076, -0.0068, -0.0471
Si, 1.9763, 9.9412, 23.9859, 0.0219, -0.0091, -0.0545
Si, 5.7613, 9.9062, 23.7295, -0.0277, -0.0168, -0.0592
Si, 9.692, 9.9555, 23.8708, 0.0131, -0.017, -0.0744
Si, 11.5093, 2.1611, 24.6978, -0.0095, -0.0058, -0.0061
Si, 3.7511, 2.1823, 24.574, -0.0087, -0.0194, 0.0267
Si, 7.6049, 2.0374, 24.6151, -0.016, -0.0049, 0.0048
Si, 1.8269, 5.4753, 24.7982, -0.0207, 0.0151, -0.0124
Si, 5.7145, 5.522, 24.5997, -0.0032, 0.0162, 0.0612
Si, 9.5528, 5.4526, 24.9141, -0.0109, -0.0095, -0.0408
Si, 11.5934, 8.8255, 24.6831, 0.016, -0.0003, 0.0111
Si, 3.89, 8.8381, 24.7404, 0.0268, 0.0024, -0.0149
Si, 7.7173, 8.8697, 24.6141, -0.0113, -0.009, 0.0235
Si, 1.9353, 12.1953, 24.7184, 0.0346, 0.0072, -0.007
Si, 5.7848, 12.1441, 24.5765, 0.0262, -0.004, 0.0123
Si, 9.5867, 12.1973, 24.6217, -0.0185, 0.0116, 0.0098
Si, 11.5642, 2.1827, 27.0666, 0.0038, 0.01, -0.0282
Si, 3.8202, 2.1896, 26.9877, -0.0063, 0.0093, -0.0318
Si, 7.6754, 2.1263, 27.0112, 0.0024, 0.0147, -0.0218
Si, 1.8863, 5.517, 27.135, 0.0105, 0.0164, -0.0181
Si, 5.7586, 5.531, 27.0044, 0.0072, 0.0141, -0.0328
Si, 9.603, 5.5206, 27.214, 0.0075, 0.02, -0.009
Si, 11.5991, 8.8814, 27.0565, -0.0043, 0.0145, -0.0274
Si, 3.8887, 8.8751, 27.0927, 0.0064, 0.0047, -0.0131
Si, 7.7202, 8.8981, 27.0128, -0.0182, 0.0115, -0.029
Si, 1.9422, 12.2294, 27.0767, 0.0017, 0.0052, -0.0221
Si, 5.8013, 12.2102, 26.9873, 0.0008, 0.0132, -0.0256
Si, 9.6257, 12.2314, 27.0183, -0.0112, 0.0064, -0.03
Si, 1.9116, 1.0781, 27.8431, 0.013, -0.0042, -0.0058
Si, 5.7491, 1.0486, 27.8192, -0.0113, 0.0036, 0.0057
Si, 9.6291, 1.0642, 27.8373, -0.0119, 0.004, -0.0089
Si, 11.5598, 4.405, 27.8882, 0.0026, -0.0045, -0.0207
Si, 3.8452, 4.4103, 27.8426, 0.0207, -0.0053, 0.0065
Si, 7.6604, 4.3759, 27.8471, -0.0288, -0.0093, 0.0062
Si, 1.9319, 7.7747, 27.8548, -0.0132, 0.0018, -0.0119
Si, 5.8166, 7.7562, 27.8463, 0.0063, -0.0034, -0.0019
Si, 9.6502, 7.7951, 27.8547, -0.0095, -0.0032, -0.003
Si, 11.5821, 11.13, 27.8282, -0.0064, 0.0033, -0.0017
Si, 3.8771, 11.1166, 27.848, 0.0035, 0.0085, -0.0046
Si, 7.7153, 11.1193, 27.8425, -0.0026, -0.006, -0.0048
Si, 1.9336, 1.1164, 30.2149, 0.0012, -0.0088, -0.0382
Si, 5.8008, 1.1164, 30.2149, -0.1459, -0.1004, -0.1956
Si, 9.6679, 1.1164, 30.2149, -0.075, -0.1008, -0.111
Si, 0, 4.4654, 30.2149, 0.0029, -0.1602, 0.2821
Si, 3.8672, 4.4654, 30.2149, 0.0348, -0.1162, 0.0277
Si, 7.7343, 4.4654, 30.2149, -0.2365, -0.2143, 0.0183
Si, 1.9336, 7.8145, 30.2149, -0.0168, -0.031, 0.0378
Si, 5.8008, 7.8145, 30.2149, 0.0556, -0.1077, -0.0207
Si, 9.6679, 7.8145, 30.2149, -0.0733, 0.0683, 0.0555
Si, 0, 11.1635, 30.2149, -0.0756, -0.0511, -0.0633
Si, 3.8672, 11.1635, 30.2149, 0.0877, -0.0104, -0.0551
Si, 7.7343, 11.1635, 30.2149, -0.0247, -0.0609, -0.0352
Si, 0, 0, 0.3944, -0.0269, 0.1955, 0.168
Si, 3.8672, 0, 0.3944, 0.0846, -0.0298, -0.2019
Si, 7.7343, 0, 0.3944, 0.1563, 0.0632, 0.021
Si, 1.9336, 3.3491, 0.3944, -0.1617, 0.0341, -0.1038
Si, 5.8008, 3.3491, 0.3944, 0.1437, 0.0536, 0.0537
Si, 9.6679, 3.3491, 0.3944, 0.1144, 0.0728, 0.2144
Si, 0, 6.6981, 0.3944, 0.0687, 0.0661, 0.0439
Si, 3.8672, 6.6981, 0.3944, 0.0459, 0.1186, -0.1089
Si, 7.7343, 6.6981, 0.3944, 0.0874, 0.1163, -0.0091
Si, 1.9336, 10.0472, 0.3944, 0.0526, 0.0336, 0.0454
Si, 5.8008, 10.0472, 0.3944, -0.0548, 0.0843, 0.0783
Si, 9.6679, 10.0472, 0.3944, -0.0312, 0.0753, 0.1173
Si, 11.6193, 0.0834, 2.7896, -0.0096, 0.0101, -0.0023
Si, 3.9057, 0.0273, 2.7325, 0.0074, -0.0155, 0.0147
Si, 7.795, 0.0457, 2.7677, 0.0141, 0.0014, -0.0014
Si, 1.9198, 3.3865, 2.7436, -0.0136, 0.0016, 0.0098
Si, 5.8358, 3.3724, 2.7609, 0.0255, -0.0087, 0.0124
Si, 9.697, 3.4053, 2.7928, 0.0002, 0.0084, -0.0174
Si, 11.6466, 6.7527, 2.7715, -0.0101, -0.004, -0.0064
Si, 3.9101, 6.7489, 2.7496, -0.0061, 0.012, 0.0101
Si, 7.7802, 6.751, 2.7617, 0.0246, 0.0039, 0.0035
Si, 1.9428, 10.1, 2.7729, 0.0066, -0.0019, -0.0016
Si, 5.7925, 10.0985, 2.7708, 0.0044, 0.0103, 0.0008
Si, 9.6616, 10.1021, 2.7727, 0.0023, -0.0082, 0.0034
Si, 11.6185, 2.3182, 3.68, 0.0128, -0.0245, 0.0325
Si, 3.8605, 2.2664, 3.4334, 0.003, 0.003, 0.0096
Si, 7.7819, 2.2701, 3.592, 0.0158, -0.0059, 0.0263
Si, 1.9964, 5.6133, 3.5186, 0.0052, -0.0089, 0.0174
Si, 5.8496, 5.6249, 3.5021, -0.0247, -0.0108, 0.0191
Si, 9.7213, 5.6546, 3.5816, -0.0134, -0.0192, 0.0194
Si, 11.6001, 8.9999, 3.5515, 0.0127, -0.0053, 0.0189
Si, 3.869, 8.9725, 3.5957, 0.0125, -0.0184, 0.0317
Si, 7.7141, 8.9897, 3.5648, 0.0136, -0.0107, 0.0233
Si, 1.9621, 12.3577, 3.5202, -0.0248, -0.0137, 0.0178
Si, 5.86, 12.3527, 3.542, -0.003, -0.0178, 0.0235
Si, 9.7212, 12.3251, 3.6136, -0.0072, -0.01, 0.0275
Si, 11.6573, 2.4114, 6.1351, 0.0164, 0.0065, -0.0339
Si, 3.8611, 2.2691, 5.7489, -0.0403, -0.0093, 0.0292
Si, 7.8462, 2.2929, 5.9832, 0.0221, -0.0029, -0.0157
Si, 2.1104, 5.619, 5.8736, 0.0202, -0.0083, -0.0027
Si, 5.9156, 5.6445, 5.8502, -0.0049, 0.0035, 0.0174
Si, 9.7801, 5.7455, 5.9657, -0.0147, -0.0141, -0.0252
Si, 11.6195, 9.0412, 5.923, -0.013, -0.0085, 0.0014
Si, 3.8746, 8.9986, 5.9957, -0.0014, 0.0134, -0.0172
Si, 7.6725, 9.0364, 5.9428, -0.0164, 0.0034, -0.0026
Si, 2.0218, 12.424, 5.8713, 0.0012, 0.0032, 0.0082
Si, 5.9173, 12.431, 5.9103, 0.0019, -0.0126, 0.0018
Si, 9.7914, 12.336, 6.0185, 0.0047, 0.0061, -0.0256
Si, 1.9959, 1.2262, 6.8086, 0.0138, 0.001, 0.0578
Si, 5.7997, 1.3111, 6.6247, -0.021, 0.0343, 0.0494
Si, 9.7777, 1.16, 6.8682, 0.0288, -0.0022, 0.0727
Si, 11.7579, 4.7495, 6.8261, -0.0016, 0.0225, 0.0514
Si, 4.0607, 4.4258, 6.6102, 0.0179, 0.003, 0.0795
Si, 7.8697, 4.5646, 6.6545, -0.0378, 0.0095, 0.0592
Si, 1.905, 7.8321, 6.6488, -0.0012, 0.0096, 0.07
Si, 5.7828, 7.8194, 6.7779, 0.0173, -0.0057, 0.0724
Si, 9.6273, 8.0121, 6.7058, -0.004, 0.0264, 0.0371
Si, 11.8012, 11.2644, 6.7618, 0.0363, 0.0164, 0.0624
Si, 3.9747, 11.3043, 6.5814, -0.0243, -0.005, 0.0671
Si, 7.8029, 11.2704, 6.7557, -0.0451, 0.0076, 0.0632
O, 4.3309, 4.1131, 8.2437, -0.011, -0.0133, -0.0236
O, 0.5646, 11.3697, 8.3954, -0.0435, -0.0161, -0.0111
O, 7.7879, 11.2512, 8.4255, -0.0114, 0.0037, -0.0064
O, 7.8841, 4.6136, 8.3074, -0.0208, -0.0112, -0.0058
O, 0.3308, 5.2403, 8.4413, -0.0148, -0.0017, -0.0114
O, 9.8913, 1.062, 8.5313, -0.0093, -0.0101, -0.0202
O, 9.4136, 8.2227, 8.3496, 0.0425, -0.0148, 0.0058
O, 5.5283, 1.6258, 8.2552, 0.0228, 0.0083, 0.0131
O, 1.6393, 7.6393, 8.2952, 0.0132, -0.0253, -0.0093
O, 2.0322, 1.2241, 8.4849, 0.0152, -0.0078, -0.0213
O, 4.0266, 11.4351, 8.2191, 0.0015, 0.0017, -0.0001
O, 5.6814, 7.6333, 8.4289, 0.015, -0.004, -0.0175
O, 9.3211, 3.4052, 22.3924, 0.022, -0.0093, -0.001
O, 8.0759, 6.5159, 22.3311, -0.033, 0.0173, 0.0053
O, 5.6836, 9.8044, 22.0497, 0.0172, 0.0139, 0.0245
O, 4.0187, -0.1681, 22.2132, -0.0108, 0.0152, 0.01
O, 11.7338, -0.2099, 22.3735, -0.0446, 0.0162, -0.0021
O, 5.8068, 3.2508, 22.1761, -0.02, 0.0141, 0.0107
O, 7.6403, 13.0697, 21.9122, -0.0158, 0.0122, 0.0401
O, 2.2614, 9.8943, 22.3414, -0.0477, 0.0054, -0.0114
O, 11.1427, 6.2278, 22.4749, 0.0281, 0.0208, 0.0032
O, 1.581, 3.4784, 22.1684, 0.0032, 0.0048, 0.0181
O, 9.7818, 9.888, 22.2004, 0.0024, 0.0184, 0.0082
O, 3.2768, 6.665, 22.3369, 0.0405, 0.0041, -0.0087
Si, 7.3948, 4.5698, 9.8535, 0.0062, -0.0049, 0.0042
Si, 9.2688, 3.0599, 11.8131, 0.0012, 0.0055, -0.0002
Si, 2.704, 1.1496, 9.98, -0.004, 0.0003, 0.016
Si, 11.5069, 13.1015, 14.6863, 0.0029, -0.007, -0.0035
Si, 1.7925, 13.1882, 18.9331, -0.0014, -0.003, 0.0022
Si, 7.0274, 9.8435, 14.428, -0.003, -0.002, -0.0005
Si, 3.9798, 3.5506, 15.9437, 0.0011, 0.0036, 0.0024
Si, 5.7966, 7.2752, 10.0188, -0.003, 0.0021, 0.0109
Si, 4.9719, 2.894, 9.1523, 0.0084, -0.0111, 0.0003
Si, 7.003, 4.5441, 16.1676, -0.0013, 0.0036, -0.0029
Si, -0.0232, 6.6596, 20.9768, -0.004, 0.0117, -0.0016
Si, 3.7392, 8.5632, 19.0406, -0.0066, -0.0023, -0.0017
Si, 11.6466, 11.2518, 9.9466, -0.002, -0.0056, 0.0068
Si, 9.7754, 0.4584, 10.0507, 0.0019, 0.001, 0.0158
Si, 4.3384, 0.8495, 14.3368, 0.0008, -0.0011, 0.0008
Si, 4.3075, 11.8291, 9.7534, 0.0017, -0.0185, -0.0087
Si, 7.458, 4.1673, 19.2207, 0.0007, 0.0015, -0.0012
Si, 11.6583, 11.6696, 17.1282, 0.0026, -0.006, -0.0013
Si, 11.5293, 3.8063, 13.9063, -0.0005, 0.0088, -0.0006
Si, 1.8335, 2.6553, 18.0188, 0.0033, 0.0021, -0.002
Si, 3.9927, 10.9417, 14.3589, 0.001, 0.0014, 0.0004
Si, 10.9671, 13.3504, 20.9555, -0.0002, 0.0088, 0.0104
Si, 8.3343, 7.5937, 16.2719, -0.0009, -0.0001, -0.0041
Si, 7.2546, 12.6654, 20.3429, 0.0031, 0.0039, -0.0222
Si, 11.1349, 8.6734, 16.5557, -0.0014, 0.0007, -0.0057
Si, 10.0763, 8.4682, 9.8231, -0.0063, 0.0037, -0.0044
Si, 4.2797, 0.2859, 20.675, -0.0148, 0.0057, -0.0054
Si, 10.8383, 2.2658, 16.4281, -0.0055, 0.0055, 0
Si, 8.4852, 12.6614, 15.0005, -0.0035, -0.0046, 0
Si, 10.3353, 10.4483, 20.7741, 0, 0.0102, -0.0078
Si, 7.6897, 9.1813, 11.4874, 0.0035, 0.0008, 0.0046
Si, 7.2349, 2.0607, 14.0207, -0.0017, 0.0026, -0.0041
Si, 4.1197, 6.1977, 21.0228, 0.0083, 0.0045, -0.0027
Si, 9.7258, 2.8226, 20.9376, -0.0035, -0.01, 0.0088
Si, 2.9087, 7.0011, 11.4014, -0.0028, -0.0025, 0.0019
Si, 6.3116, 9.6407, 20.5317, 0.0071, -0.0103, -0.0172
Si, 2.6266, 10.1958, 11.5831, 0.0042, 0.0018, 0.0031
Si, 0.8476, 6.5709, 9.2674, 0.0057, -0.0008, 0.006
Si, 1.5381, 9.4632, 20.9565, 0.0027, -0.0011, 0.0076
Si, 9.1151, 0.0831, 17.7695, 0.0011, 0.0026, -0.0021
Si, 7.4416, 11.8414, 9.9119, -0.0069, -0.0015, 0.0043
Si, 1.0375, 3.9183, 20.6889, 0.0038, 0.0044, -0.0138
Si, 2.6313, 8.483, 15.9829, -0.0007, -0.0012, -0.0036
Si, 4.9656, 3.3096, 20.7737, -0.011, 0.0035, -0.0078
Si, 7.1867, 6.7519, 20.9931, -0.0112, -0.0036, -0.0082
Si, 1.6015, 1.2962, 12.7939, -0.0016, 0.0011, -0.003
Si, 2.4192, 5.72, 14.2624, -0.0026, -0.0013, 0.0013
Si, 9.8479, 7.9929, 18.9325, -0.0006, -0.0038, -0.0001
O, 0.5472, 0.2445, 19.8865, 0.0096, -0.0152, -0.0083
O, 1.9001, 3.167, 19.5526, -0.0182, 0.0037, -0.0027
O, 11.2179, 7.3347, 10.013, 0.0032, 0.0038, -0.0177
O, 7.717, 11.3186, 14.533, 0.0021, -0.0095, 0.0006
O, 11.0953, 3.5032, 20.4591, -0.003, -0.011, 0.0121
O, 0.8256, 5.1911, 14.1666, 0.0144, -0.0215, -0.0049
O, 4.3459, 6.9277, 10.6509, 0.002, 0.0098, 0.0004
O, 1.5866, 1.3611, 11.1568, 0.0214, -0.0055, 0.003
O, 7.5954, 9.082, 13.1047, -0.0101, 0.0165, -0.0152
O, 3.7514, 7.0552, 19.693, 0.0072, 0.0179, 0.0127
O, 1.3644, 11.8297, 18.1122, -0.0012, 0.0328, 0.0088
O, 2.9694, 3.5175, 17.2267, -0.0092, -0.013, -0.0136
O, 8.9654, 8.2917, 10.9951, -0.0123, 0.0194, -0.0147
O, 5.9933, 3.5258, 19.5337, 0.0086, 0.0067, 0.0202
O, 7.966, 2.5874, 12.6726, 0.0138, -0.0006, 0.0011
O, 0.9985, 8.6026, 15.8927, -0.0112, 0.0107, 0.015
O, 6.3454, 8.5859, 10.8029, 0.0159, -0.0161, -0.0012
O, 10.408, 3.8555, 12.6979, -0.0069, -0.022, 0.0029
O, 9.9236, 1.721, 11.0936, -0.0147, -0.0044, -0.0098
O, 8.5552, 7.6989, 17.9264, 0.0251, 0.0085, -0.0189
O, 11.4909, 1.0465, 15.591, -0.0142, -0.0019, 0.0022
O, 5.8632, 12.2084, 10.0144, -0.0025, -0.0239, -0.0108
O, 4.1548, 1.9149, 20.5685, 0.0261, -0.008, 0.0057
O, 2.9537, 6.1738, 12.795, -0.0069, 0.0107, -0.0057
O, 6.1962, 3.4743, 10.0491, 0.0015, 0.0162, -0.0265
O, 5.3596, 4.3977, 16.3029, -0.0031, -0.0091, -0.0007
O, 1.8615, 6.1674, 10.4638, 0.0006, 0.0183, -0.0131
O, 9.9983, 12.0476, 20.6498, 0.0068, 0.001, 0.0087
O, 4.1529, 1.9405, 15.5737, -0.0125, 0.0112, -0.0116
O, 9.9419, 1.2131, 21.0053, 0.0269, 0.0175, -0.0019
O, 10.5451, 12.6739, 17.7955, -0.008, 0.0002, -0.0082
O, 3.883, 10.5051, 10.5957, -0.0115, 0.0321, 0.0025
O, 2.5882, 9.4739, 19.7363, 0.001, -0.0233, 0.0076
O, 7.337, 3.3545, 15.0607, 0.0066, -0.0075, 0.0025
O, 3.2176, 9.9135, 15.4029, -0.0089, -0.0058, -0.001
O, 4.2709, 12.587, 14.7065, -0.0084, -0.01, -0.0176
O, 0.6918, 0.0193, 13.2997, 0.004, 0.0247, 0.0178
O, 8.2552, 12.7236, 16.6149, 0.016, 0.013, 0.0079
O, 8.6963, 4.1411, 10.7303, -0.0127, -0.0086, 0.0003
O, 7.5656, 5.6918, 19.8161, -0.0151, -0.0201, 0.0093
O, 10.8792, 10.2485, 16.9407, 0.0074, -0.0085, -0.0103
O, 2.8084, 7.022, 15.2208, 0.0117, -0.0123, 0.0003
O, 10.1953, 6.8838, 20.0994, 0.0228, 0.0191, 0.0101
O, 9.549, 1.6349, 17.2853, 0.0138, -0.0182, -0.0093
O, 10.8944, 12.6692, 10.324, -0.0106, -0.0035, -0.0138
O, 8.5702, 3.1902, 19.873, 0.0002, 0.0074, 0.0051
O, 0.3221, 2.9139, 17.4544, 0.0135, -0.0227, -0.0042
O, 9.7269, 9.4916, 19.6011, 0.0223, -0.0139, 0.0072
O, 3.0514, 10.8674, 13.017, 0.0035, -0.0095, -0.0104
O, 0.8133, 8.0304, 21.0899, 0.0027, -0.0056, -0.0098
O, 1.2638, 10.9153, 10.9956, 0.0075, -0.0067, -0.0138
O, 5.1581, 9.3346, 19.3876, 0.0018, -0.0084, 0.0203
O, 5.7435, 13.2485, 20.1148, 0.0044, -0.0062, 0.0122
O, 10.6418, 3.4315, 15.2676, 0.0184, 0.0019, -0.0159
O, 7.6727, 4.1771, 17.6105, -0.0171, 0.0029, 0.0043
O, 3.8166, 2.3324, 10.1473, -0.0016, -0.0153, -0.0295
O, 9.876, 7.9801, 15.7077, -0.0044, 0.0115, 0.0234
O, 3.1469, 12.9136, 19.7887, -0.0023, 0.0183, -0.005
O, 5.7507, 1.4141, 13.6909, -0.0047, -0.0002, -0.0104
O, 3.3906, 13.0895, 10.2028, -0.0015, 0.0031, -0.0157
O, 5.6573, 6.4822, 21.4597, 0.0044, 0.0001, -0.0561
O, 7.3473, 8.7975, 15.6803, 0.0181, -0.0097, -0.0074
O, 11.19, 7.9023, 17.9944, -0.0286, 0.0167, -0.0185
O, 8.195, 13.3437, 19.1384, -0.012, -0.0186, 0.0034
O, 7.8371, 10.7429, 11.0446, -0.0113, -0.005, -0.0179
O, 2.4472, 8.5644, 11.6725, 0.0145, -0.004, -0.0076
O, 7.3049, 8.3184, 20.5128, -0.0359, 0.002, 0.0173
O, 1.0105, 2.6585, 13.4633, -0.0014, -0.0054, -0.0124
O, 5.4429, 10.187, 14.2164, 0.0045, 0.0071, -0.002
O, 7.1539, 11.0143, 20.1839, -0.0189, 0.0069, 0.0141
O, 8.0441, 0.7463, 14.5158, -0.0021, 0.0109, -0.0029
O, 3.2784, 4.4141, 14.7462, -0.0085, 0.0052, 0.0138
O, 3.9399, 4.592, 20.7845, 0.0322, 0.0061, 0.0055
O, 3.3514, 8.3778, 17.4635, 0.0006, 0.001, 0.0095
O, 10.01, 12.5131, 14.4284, 0.0209, 0.0163, 0.0072
O, 0.3585, 10.5288, 20.6522, -0.0028, -0.0213, 0.0058
O, 6.8289, 6.0368, 10.2752, -0.0114, 0.0001, -0.0134
O, 3.1492, 1.0877, 13.2548, -0.0084, 0.0003, 0.017
O, 8.286, 13.1988, 10.2206, 0.0254, -0.0109, -0.0122
O, 2.1203, 1.0448, 17.9282, -0.0184, 0.0091, 0.0167
O, 10.6195, 9.9936, 9.9729, 0.0112, -0.0018, -0.0006
O, 1.025, 5.5363, 20.4165, -0.001, -0.0053, 0.0119
O, 0.6563, 12.012, 15.6336, -0.0129, 0.0049, -0.0018
O, 7.6353, 6.1013, 15.8715, -0.0006, 0.0098, 0.0111

Results
free energy: -168244.746 eV
free energy less fixed offsets of O -569.03, Si -635.61 eV per atom: -7.026 eV

The program warned: the cutoff lies below the one the program advises for these potential files; the exchange-correlation potential is rough where the density is thin.
